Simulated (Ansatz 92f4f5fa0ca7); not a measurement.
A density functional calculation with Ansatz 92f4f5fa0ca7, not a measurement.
Periodic cell of 222 atoms, Si131O89As1H1, from a study of silicon, its oxide and their interface. The atomic structure is a simulated model.
Doubt: the cutoff is far below the 930 eV that the study's wrapper takes by default for these files, so forces and energies are approximate.
This geometry differs little from another in the collection (a relaxation step or a small displacement).

Settings
functional: PBE
potential files: Ansatz PAW
basis: plane waves
wave-function cutoff: 580 eV
density cutoff ratio: 5
exchange-correlation grid ratio: 1
k mesh: 1 x 1 x 1, Gamma-centred
self-consistency stop: 5e-08 eV per atom in the density residual
occupations: fixed
spin: none
net charge: 0

Cell vectors (angstrom)
a  10.938  0  0
b  0  10.938  0
c  0  0  32.6751

Atoms: element, x, y, z (angstrom)
Si  -0.2227  0.3103  25.2776
Si  5.7456  -0.2493  25.2678
Si  2.4926  3.0223  25.1691
Si  8.4984  2.5314  25.2379
Si  0.2603  5.2636  25.1308
Si  5.264  5.7439  25.157
Si  3.0337  7.9778  25.1931
Si  7.9683  8.4697  25.2228
Si  1.3783  1.445  26.5527
Si  6.8841  1.3771  26.5305
Si  4.1027  4.1506  26.4776
Si  9.6339  4.1298  26.5229
Si  1.4084  6.8344  26.4792
Si  6.8301  6.8674  26.5254
Si  4.1435  9.5506  26.5588
Si  9.5678  9.6105  26.5297
Si  2.7369  0.0063  27.8732
Si  8.2065  0.0043  27.9244
Si  0.0019  2.7587  27.9323
Si  5.4627  2.7463  27.8526
Si  2.7371  5.4726  27.8951
Si  8.2083  5.4733  27.8658
Si  0.0098  8.2001  27.8528
Si  5.4781  8.1916  27.9348
Si  4.1018  1.3673  29.2568
Si  9.5708  1.3673  29.2568
Si  1.3673  4.1018  29.2568
Si  6.8362  4.1018  29.2568
Si  4.1018  6.8362  29.2568
Si  9.5708  6.8362  29.2568
Si  1.3673  9.5708  29.2568
Si  6.8362  9.5708  29.2568
Si  0  0  30.6241
Si  5.469  0  30.6241
Si  2.7345  2.7345  30.6241
Si  8.2035  2.7345  30.6241
Si  0  5.469  30.6241
Si  5.469  5.469  30.6241
Si  2.7345  8.2035  30.6241
Si  8.2035  8.2035  30.6241
Si  1.3673  1.3673  31.9913
Si  6.8362  1.3673  31.9913
Si  4.1018  4.1018  31.9913
Si  9.5708  4.1018  31.9913
Si  1.3673  6.8362  31.9913
Si  6.8362  6.8362  31.9913
Si  4.1018  9.5708  31.9913
Si  9.5708  9.5708  31.9913
Si  2.7345  0  0.6835
Si  8.2035  0  0.6835
Si  0  2.7345  0.6835
Si  5.469  2.7345  0.6835
Si  2.7345  5.469  0.6835
Si  8.2035  5.469  0.6835
Si  0  8.2035  0.6835
Si  5.469  8.2035  0.6835
Si  4.1018  1.3673  2.0507
Si  9.5708  1.3673  2.0507
Si  1.3673  4.1018  2.0507
Si  6.8362  4.1018  2.0507
Si  4.1018  6.8362  2.0507
Si  9.5708  6.8362  2.0507
Si  1.3673  9.5708  2.0507
Si  6.8362  9.5708  2.0507
Si  0  0  3.418
Si  5.469  0  3.418
Si  2.7345  2.7345  3.418
Si  8.2035  2.7345  3.418
Si  0  5.469  3.418
Si  5.469  5.469  3.418
Si  2.7345  8.2035  3.418
Si  8.2035  8.2035  3.418
Si  1.369  1.3445  4.8029
Si  6.8374  1.3401  4.8008
Si  4.1106  4.0894  4.6992
Si  9.5725  4.0913  4.7926
Si  1.3656  6.8586  4.7711
Si  6.8379  6.8232  4.7863
Si  4.0854  9.5706  4.849
Si  9.5413  9.5971  4.7653
Si  2.6879  -0.0314  6.2675
Si  8.1301  -0.0675  6.2116
Si  -0.034  2.6987  6.1603
Si  5.4124  2.7094  6.0778
Si  2.7533  5.4426  6.0304
Si  8.2077  5.4399  6.165
Si  0.0137  8.2661  6.1045
Si  5.432  8.1393  6.1947
Si  3.7881  1.6891  7.4514
Si  9.7536  1.074  7.4578
Si  1.5817  3.936  7.3493
Si  6.5836  4.2305  7.3969
Si  4.3349  6.4453  7.4418
Si  9.3722  7.123  7.3569
Si  1.0593  9.7683  7.6256
Si  7.0078  9.2181  7.5614
O  1.3639  4.1216  24.6364
O  6.8467  9.5807  24.7114
O  2.6682  2.8216  7.8899
O  8.2266  8.169  7.882
O  5.5034  5.3694  7.8855
O  -0.0534  -0.0046  7.9789
O  4.1418  6.8629  24.6549
O  9.5937  1.3981  24.7175
O  1.4626  9.1061  9.0972
O  1.1067  4.813  8.6645
O  9.0516  1.6523  8.8269
O  6.3628  9.48  9.0633
O  4.4265  1.2311  8.8925
O  3.6372  6.8369  8.866
O  7.076  3.4407  8.7637
O  10.1689  6.7335  8.745
O  3.1761  2.3538  23.8266
O  5.0351  0.423  23.9559
O  7.8825  3.2531  23.8979
O  10.5496  5.9474  23.7699
O  8.6212  7.7973  23.8735
O  2.3806  8.6801  23.8554
O  5.9518  5.1003  23.8001
O  0.5173  10.6079  23.9653
Si  2.1466  9.4371  10.5525
Si  2.9174  14.0308  12.2644
Si  5.2575  5.047  12.2794
Si  3.9085  1.1335  23.0274
Si  8.0905  7.314  16.9088
Si  7.6448  3.1495  12.2942
Si  -3.0993  12.3461  16.5856
Si  12.8386  12.1684  14.5482
Si  1.2418  5.1984  11.6967
Si  8.2601  11.2326  12.4172
Si  5.8925  3.3212  18.0822
Si  3.7408  10.1173  17.7768
Si  12.2492  9.395  13.4618
Si  3.6188  6.9231  10.4861
Si  6.4816  9.9159  10.6242
Si  1.6633  9.9053  23.0561
As  3.9932  4.4196  15.8901
Si  3.9133  10.0751  14.7188
Si  5.9361  6.5396  14.9214
Si  7.1731  4.3913  22.9724
Si  11.7981  4.8652  14.8355
Si  8.5426  3.0872  9.3839
Si  6.8247  9.9686  17.969
Si  8.4583  0.2807  20.4533
Si  10.8166  7.692  15.6935
Si  1.027  9.0837  18.2245
Si  4.0389  0.8513  10.426
Si  9.1125  3.3983  14.949
Si  6.0625  2.2073  21.0305
Si  9.3372  6.6723  22.935
Si  10.4768  8.8686  21.0085
Si  10.6365  5.3008  9.3242
Si  -2.3855  4.6868  17.8623
Si  1.4133  1.0258  17.5157
Si  9.9864  13.1973  18.7801
Si  6.4149  -1.6886  13.3701
O  9.6022  14.7937  18.8168
O  4.4479  4.0394  17.5787
O  13.1878  6.3139  11.1021
O  7.8368  -0.8836  13.5044
O  3.827  4.3823  12.6825
O  8.5618  12.7933  15.1817
O  9.5713  12.3922  20.1376
O  5.2801  10.9411  10.9749
O  -8.8428  13.4199  13.5424
O  -0.1902  5.4202  10.9477
O  6.5306  2.3198  16.9663
O  8.2504  5.5287  22.494
O  2.6184  10.9925  10.5155
O  0.5778  10.5702  17.7006
O  -3.6837  10.8173  16.6239
O  11.2215  8.4537  14.2999
O  9.0747  1.5572  17.635
O  11.7593  8.0905  16.9566
O  2.7828  0.0472  22.5678
O  1.1415  9.2043  11.8446
O  6.5759  3.6257  21.6659
O  8.8278  6.2938  17.963
O  -3.7828  8.4006  17.675
O  4.0181  9.5434  16.2589
O  0.9127  -1.6244  21.7543
O  7.9091  10.6523  10.9099
O  3.8669  13.0424  11.4317
O  7.2944  1.6069  12.6634
O  12.1923  12.5428  15.9934
O  10.9987  6.0878  15.5387
O  2.2292  4.5833  15.7866
O  1.7309  14.6255  11.3168
O  0.9812  10.9787  13.8511
O  9.2464  8.0371  16.0059
O  6.1401  8.0714  14.4527
O  6.3192  3.9401  11.769
O  6.0083  5.6817  13.5683
O  9.9229  7.4464  21.6155
O  4.688  14.2378  14.9451
O  0.6635  13.0494  18.4906
O  8.7069  4.1996  16.3076
O  8.3959  -7.0445  13.5602
O  -3.1755  -0.4435  19.1766
O  3.3691  11.588  14.8201
O  7.1281  6.3445  15.9978
O  4.5008  17.0531  15.6857
O  4.6717  1.7179  21.7219
O  5.6612  2.4879  19.4644
O  5.2452  10.1507  18.4259
O  1.1811  5.3611  13.319
O  4.9224  6.1951  11.1541
O  6.3176  8.7519  11.7983
O  2.6544  9.1299  18.5481
O  9.2963  10.0116  21.1944
O  7.2219  1.0434  21.2316
O  5.2368  10.2725  13.8242
O  10.7422  3.6042  14.8001
O  2.8487  -1.8399  13.9307
O  10.9739  8.6548  19.4518
O  3.492  8.5264  10.7902
O  9.5403  4.228  8.8096
O  8.625  3.1335  10.9911
O  7.0102  4.4736  18.3726
O  3.0043  0.6747  17.8148
O  9.8028  11.678  12.4248
H  10.4711  11.4028  13.0854

Results
free energy: -138761.356 eV
free energy less fixed offsets of As -4856.12, H -15.97, O -568.88, Si -635.61 eV per atom: 5.964 eV

Forces (eV/angstrom), in the order of the atoms: element, x, y, z
Si  0.0197  -0.0244  0.0363
Si  -0.0258  0.0433  0.0637
Si  0.026  -0.0202  0.0373
Si  -0.0308  0.0178  0.0333
Si  -0.0157  0.0292  0.0259
Si  0.0191  -0.0279  0.0235
Si  -0.0323  0.0289  0.0441
Si  0.0344  -0.0109  0.0258
Si  0.0156  -0.0129  0.0016
Si  -0.0193  0.0164  -0.012
Si  0.02  -0.0227  -0.0005
Si  -0.0179  0.018  0.0037
Si  -0.0182  0.0218  -0.0029
Si  0.0191  -0.0231  0.0058
Si  -0.0144  0.0138  0.0008
Si  0.021  -0.0197  -0.008
Si  -0.0019  0.0002  -0.0047
Si  -0.0005  0.0024  0.0213
Si  0.0042  -0.0074  0.0192
Si  -0.0037  0.0011  -0.0025
Si  -0.0015  -0.0016  0.0204
Si  -0.0021  0.0003  -0.0035
Si  -0.0019  -0.0028  -0.0015
Si  -0.006  0.008  0.018
Si  0.0534  0.0641  -0.1869
Si  0.0261  0.054  0.2632
Si  0.1266  0.1538  0.2822
Si  -0.0204  -0.0014  -0.2341
Si  -0.0739  -0.0976  0.2455
Si  0.059  0.0424  -0.2129
Si  -0.0201  -0.0175  -0.2049
Si  0.0322  0.0163  0.3014
Si  -0.0163  0.0421  -0.0107
Si  0.0377  -0.0097  -0.0096
Si  -0.0165  0.0451  -0.0129
Si  0.0305  -0.0306  -0.0081
Si  0.0534  -0.006  -0.0088
Si  -0.031  0.0244  -0.0088
Si  0.0475  -0.0203  -0.0099
Si  0.0028  0.0533  -0.011
Si  0.0322  -0.0159  -0.01
Si  -0.0224  0.0178  -0.0193
Si  0.0313  -0.034  -0.0122
Si  -0.0083  0.0304  -0.03
Si  -0.0473  0.0197  -0.0207
Si  0.0105  -0.0234  -0.0149
Si  -0.0327  0.0124  -0.0195
Si  0.0062  -0.0283  -0.0102
Si  0.017  -0.0003  0.0265
Si  -0.0014  0.0243  0.0231
Si  -0.0538  0.0301  0.0001
Si  0.0172  -0.0082  0.0287
Si  0.002  0.0091  0.0197
Si  0.0322  -0.036  0.0179
Si  0.0245  -0.0059  0.0298
Si  -0.0089  0.0116  0.0043
Si  -0.0748  -0.0071  0.0033
Si  0.0605  0.0056  0.0025
Si  -0.0185  -0.0552  0.0087
Si  -0.0311  0.034  -0.0044
Si  0.0597  0.0059  0.0104
Si  -0.0446  -0.0055  0.0062
Si  -0.0217  -0.0054  0.0183
Si  -0.0293  -0.0713  0.0177
Si  -0.0677  0.1513  -0.0995
Si  -0.1326  -0.1595  0.2387
Si  -0.1797  -0.3194  -0.2592
Si  -0.0261  -0.0894  0.1182
Si  -0.0394  0.0056  0.0621
Si  0.2094  0.1209  -0.3807
Si  0.1163  0.1982  0.0659
Si  -0.0492  -0.0814  -0.0774
Si  0.0031  -0.0022  -0.0137
Si  -0.0013  0.0061  -0.0199
Si  -0.0032  0.0052  -0.0222
Si  0.0053  -0.006  -0.0019
Si  -0.0042  -0.0018  -0.0176
Si  0.0049  -0.0119  -0.0088
Si  0.0048  0.0001  -0.0026
Si  0.0027  0.0037  -0.0231
Si  0.0151  -0.0019  0.0083
Si  -0.0066  0.0146  0.0094
Si  -0.0219  -0.001  0.0004
Si  0.0047  -0.0149  0.0152
Si  0.0051  0.0111  0.0159
Si  0.012  0.0184  0.0113
Si  0.0139  -0.0091  0.0226
Si  -0.0224  0.0096  0.0016
Si  0.0061  -0.0216  -0.0434
Si  0.0008  0.0398  -0.0242
Si  -0.0266  0.0047  -0.0167
Si  0.0262  -0.0108  -0.0194
Si  -0.0074  0.0048  -0.0371
Si  0.01  -0.0622  -0.0517
Si  0.0114  -0.0052  -0.0505
Si  -0.01  0.0069  -0.0327
O  -0.0005  0.0026  -0.0272
O  0.0159  -0.0169  -0.0368
O  0.0056  0.0038  0.025
O  -0.0162  0.0166  0.0182
O  -0.0097  0.0104  0.0185
O  -0.0038  -0.0097  0.0196
O  0.0092  -0.0086  -0.0279
O  -0.0011  -0.0009  -0.0344
O  0.0149  -0.0133  0.0525
O  0.0036  0.011  0.0129
O  -0.0064  -0.0054  0.0084
O  -0.0122  0.0086  0.0444
O  0.0037  -0.0078  0.0339
O  -0.0069  0.0028  0.0349
O  -0.0046  -0.0087  0.0101
O  0.0144  0.0034  0.0319
O  0.0098  -0.0108  -0.0161
O  -0.0079  0.0118  -0.0312
O  -0.0073  0.0089  -0.0102
O  -0.0109  0.0109  -0.0142
O  0.0054  -0.0069  -0.0095
O  -0.0124  0.0103  -0.0233
O  0.0087  -0.0068  -0.0122
O  0.0082  -0.0074  -0.0122
Si  -0.0089  -0.0114  -0.0027
Si  0.0039  -0.0061  0.0132
Si  0.0033  -0.0017  0.009
Si  -0.0158  -0.007  -0.0141
Si  -0.0023  -0.0031  -0.0025
Si  0.0117  0.0035  -0.0021
Si  0.002  -0.0036  -0.0011
Si  -0.002  0.0065  0.0023
Si  -0.0098  0.0113  0.0083
Si  -0.0041  0.0013  0.0046
Si  -0.0063  0.0003  0.0088
Si  -0.0003  0.0013  0.0024
Si  -0.0033  -0.0039  -0.0064
Si  -0.0018  0.0108  -0.0025
Si  -0.0161  0.0017  -0.0051
Si  0.0132  0.0107  -0.013
As  0.0081  0.0001  -0.0083
Si  0.0022  -0.0079  -0.0005
Si  -0.0062  -0.0003  0.0086
Si  0.0096  0.0077  -0.0119
Si  0.0029  -0.0025  0.0072
Si  0.0014  0.0037  -0.004
Si  0.0007  0.0028  -0.0055
Si  -0.0002  -0.0031  -0.0051
Si  0.0003  0.0016  0.0029
Si  -0.0004  -0.0035  0.0105
Si  0.0111  -0.0003  -0.0048
Si  0.0017  0.0009  -0.0007
Si  -0.0037  0.0067  -0.0095
Si  -0.0038  -0.0119  -0.0135
Si  -0.0017  -0.0067  -0.0087
Si  -0.0091  -0.0078  -0.0229
Si  -0.0004  0.0027  -0.0018
Si  0.004  -0.0005  -0.0031
Si  -0.0035  0.0021  -0.0113
Si  -0.0028  -0.0019  0.0031
O  0.0009  -0.0007  0.0047
O  0.0012  0.0012  0.0013
O  0.0001  -0.0037  -0.0044
O  0.0001  0.0017  -0.0013
O  -0.0032  0.0014  -0.0042
O  0.0008  0.0036  -0.0023
O  0.0023  0.0025  0.0065
O  0.005  -0.0038  -0.0067
O  -0.0011  -0.0045  -0.0042
O  0.0061  0.0013  0.015
O  0.0049  -0.0036  0.0025
O  -0.0006  0.0019  0.0163
O  -0.0011  0.0005  -0.0057
O  0  0.0031  0.0022
O  -0.0025  -0.0027  0.0013
O  0.0006  -0.004  0.0045
O  -0.0052  0.0004  -0.0007
O  -0.0058  -0.0009  -0.0049
O  -0.0001  -0.0001  0.0158
O  -0.0005  0.0001  0.0029
O  -0.008  -0.0166  -0.0019
O  0.0026  0.0002  0.0035
O  -0.0002  0.0016  0.0026
O  0.0011  0.0007  -0.006
O  -0.0124  -0.0055  0.0016
O  0.0054  0.0014  -0.0012
O  -0.0049  0.0074  0.0007
O  -0.0003  -0.0061  -0.0032
O  -0.0033  -0.0042  -0.0017
O  0.0031  -0.0021  0
O  -0.0254  0.0045  -0.004
O  0.0045  -0.0049  -0.0065
O  -0.0009  0.001  -0.003
O  0.0038  -0.0013  -0.0002
O  -0.0007  0.0011  -0.0059
O  -0.0035  0.0017  -0.0038
O  0.0021  0.0009  0.0013
O  0.0065  0.017  0.0012
O  0.0059  -0.0105  -0.0024
O  0.0021  -0.0008  0.0043
O  0.0019  -0.0007  -0.0027
O  -0.0002  -0.0041  0.0019
O  -0.0043  -0.0026  0.0022
O  -0.001  -0.0026  0.0006
O  -0.0032  0.0007  -0.0033
O  0.0066  0.0079  0.002
O  0.0131  0.0075  0.0043
O  0.0036  0.004  -0.0024
O  0.0039  -0.0019  0.0028
O  -0.0007  -0.0023  0.0036
O  0.0031  -0.0071  -0.0023
O  0.0012  -0.0061  0.0053
O  -0.0025  -0.0036  0.0024
O  0.0039  -0.0016  0.0079
O  0.0005  0.0027  0.0077
O  0.0022  -0.0017  0.0008
O  -0.0082  0.0007  0.0016
O  0.0006  0.0017  0.0016
O  0.0064  0.0035  -0.0034
O  -0.0001  -0.0046  -0.0061
O  0.002  -0.0011  0.0045
O  -0.0048  0.0006  0.0174
O  0.0001  -0.002  0.0041
O  -0.0029  0  0.0008
O  0.012  0.0023  0.0102
H  -0.0078  -0.0043  -0.0093

The program warned: the cutoff lies below the one the program advises for these potential files; the exchange-correlation potential is rough where the density is thin.
